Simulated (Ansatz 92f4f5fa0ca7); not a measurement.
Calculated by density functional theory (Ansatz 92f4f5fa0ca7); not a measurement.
Periodic cell of 215 atoms, Si131O82As2, from a study of silicon, its oxide and their interface. The atomic structure is a simulated model.
Doubt: the cutoff is far below the 930 eV that the study's wrapper takes by default for these files, so forces and energies are approximate.
This geometry differs little from another in the collection (a relaxation step or a small displacement).

Settings
functional: PBE
potential files: Ansatz PAW
basis: plane waves
wave-function cutoff: 580 eV
density cutoff ratio: 5
exchange-correlation grid ratio: 1
k mesh: 1 x 1 x 1, Gamma-centred
self-consistency stop: 5e-08 eV per atom in the density residual
occupations: fixed
spin: none
net charge: 0

Cell vectors (angstrom)
a 10.938 0 0
b 0 10.938 0
c 0 0 31.5432

Atoms and the computed forces on them: element, x, y, z (angstrom), force x, y, z (eV/angstrom)
Si 10.4338 0.5696 24.3393 0.0006 -0.0078 -0.0117
Si 6.0383 10.4988 24.1458 -0.0078 -0.0076 -0.0053
Si 2.1297 3.2407 24.0809 0.0016 0.0025 -0.0195
Si 8.6981 2.2514 24.2943 0.0035 0.0007 -0.0074
Si 0.4957 5.0455 24.1619 -0.0027 -0.0068 -0.0062
Si 5.0529 5.8891 24.1954 -0.0033 -0.0049 -0.0104
Si 3.3903 7.6406 24.1662 0.0021 0.0015 -0.0047
Si 7.8276 8.8237 23.9894 -0.0005 0.0043 -0.0119
Si 1.3375 1.4789 25.4579 -0.0041 -0.0013 0.0006
Si 6.9108 1.3043 25.4859 -0.0008 -0.0029 -0.0029
Si 4.0205 4.1013 25.3272 0.0036 -0.0021 0.0012
Si 9.6572 4.0934 25.4107 -0.0014 -0.0009 -0.0033
Si 1.4859 6.8128 25.3624 -0.0004 -0.0027 -0.0027
Si 6.8911 6.9486 25.244 0.001 -0.0044 -0.0001
Si 4.2204 9.5318 25.3359 0.0015 -0.0001 -0.0038
Si 9.5205 9.6411 25.4365 0.0045 0.0005 -0.001
Si 2.7757 0.0034 26.6441 0.0033 -0.0049 0.0181
Si 8.2115 -0.018 26.9319 0.0037 0.0031 -0.0474
Si 0.0048 2.7729 26.9088 -0.0003 0.0019 -0.048
Si 5.4467 2.7354 26.6638 0.0004 0.0005 0.017
Si 2.7486 5.4445 26.8307 0.0018 0.0033 -0.0308
Si 8.2217 5.5215 26.6278 -0.0009 -0.0034 0.0187
Si 0.0347 8.2091 26.6503 -0.0007 -0.004 0.0182
Si 5.54 8.2026 26.7882 -0.0044 -0.0024 -0.0247
Si 4.1086 1.3664 28.0739 -0.0014 -0.0023 -0.0099
Si 9.5762 1.3818 28.218 0.0078 -0.0017 0.0668
Si 1.3765 4.1313 28.2162 0.0098 0.006 0.0619
Si 6.8339 4.1332 28.0285 -0.0029 0.0075 -0.0196
Si 4.1374 6.835 28.1332 0.0178 -0.0043 0.026
Si 9.591 6.8501 28.0571 0.0027 0.0002 -0.0105
Si 1.3915 9.5819 28.0499 0.0031 0.0038 -0.0179
Si 6.8302 9.5538 28.2149 -0.0129 -0.0163 0.0635
Si 0.0272 -0.0165 29.4957 -0.0025 0.0023 -0.003
Si 5.448 0.0166 29.5037 0.0016 -0.003 -0.016
Si 2.7503 2.7196 29.4981 -0.0011 0.0022 -0.0051
Si 8.1716 2.7717 29.4877 0.0017 -0.0015 -0.0083
Si -0.0217 5.4992 29.5068 0.0014 -0.0001 -0.0162
Si 5.4864 5.4598 29.4833 -0.0002 -0.0002 -0.0016
Si 2.7385 8.2086 29.4688 -0.008 0.0083 -0.0029
Si 8.2276 8.1815 29.5007 -0.0015 0.0047 -0.0096
Si 1.3673 1.3673 30.8594 0.1698 -0.1001 0.0908
Si 6.8362 1.3673 30.8594 -0.1193 0.1231 -0.0547
Si 4.1018 4.1018 30.8594 0.1611 -0.1002 -0.0088
Si 9.5708 4.1018 30.8594 -0.1613 0.1003 -0.0209
Si 1.3673 6.8362 30.8594 0.0296 0.2 -0.0735
Si 6.8362 6.8362 30.8594 0.1519 -0.1594 0.041
Si 4.1018 9.5708 30.8594 -0.1289 0.0337 -0.0427
Si 9.5708 9.5708 30.8594 0.1475 -0.1379 0.039
Si 2.7345 0 0.6835 -0.0423 -0.0969 0.0751
Si 8.2035 0 0.6835 -0.1902 0.1154 -0.0369
Si 0 2.7345 0.6835 -0.2068 0.1169 0.0121
Si 5.469 2.7345 0.6835 0.0549 -0.0077 0.0421
Si 2.7345 5.469 0.6835 -0.1518 0.1413 0.0085
Si 8.2035 5.469 0.6835 0.0643 -0.0149 0.0932
Si 0 8.2035 0.6835 0.0286 -0.0706 0.0291
Si 5.469 8.2035 0.6835 -0.0888 0.1759 -0.037
Si 4.0912 1.3754 2.0438 0.0043 -0.0053 0.0177
Si 9.5233 1.397 2.0484 0.0199 -0.0086 -0.0118
Si 1.3169 4.1468 2.0542 -0.0004 -0.0026 0.0044
Si 6.8283 4.1113 2.0485 -0.0435 -0.0013 0.0018
Si 4.0684 6.8777 2.0457 0.0106 -0.0168 -0.0096
Si 9.578 6.8299 2.0587 0.0022 -0.0026 0.0138
Si 1.3389 9.5813 2.0488 0.0019 0.04 0.0014
Si 6.8156 9.587 2.063 0.0032 -0.0041 0.0192
Si -0.0691 0.0045 3.3789 -0.0163 -0.0263 -0.0613
Si 5.4369 0.0187 3.4607 0.0092 -0.0082 -0.0029
Si 2.6783 2.7447 3.3478 -0.011 0.0022 -0.0711
Si 8.1697 2.7566 3.4628 0.029 0.0075 0.0077
Si -0.0364 5.4894 3.5209 -0.0002 -0.0054 -0.0026
Si 5.4397 5.4979 3.3659 0.0229 0.0064 -0.0708
Si 2.6834 8.2215 3.4492 -0.0139 -0.0308 0.0086
Si 8.205 8.205 3.3942 0.0153 0.0085 -0.0426
Si 1.2658 1.4048 4.6786 0.014 0.0038 0.0331
Si 6.7864 1.4114 4.8446 -0.0638 -0.0149 -0.014
Si 4.0165 4.1558 4.6547 -0.0015 -0.0066 0.0416
Si 9.5097 4.1003 4.9077 0.0191 0.0523 -0.0077
Si 1.3313 6.8946 4.9072 -0.0433 -0.0156 -0.0142
Si 6.8359 6.8405 4.7309 -0.0118 -0.0198 -0.0059
Si 4 9.6257 4.819 0.005 0.07 -0.0146
Si 9.5286 9.5767 4.7927 0.0337 0.0196 -0.0314
Si 2.5742 0.0761 6.1115 -0.0219 -0.0006 0.0199
Si 8.1913 0.0555 6.1825 0.0415 -0.106 0.0265
Si -0.035 2.6922 6.2005 -0.0126 -0.0068 0.0159
Si 5.3416 2.819 6.0659 0.0061 0.023 0.0163
Si 2.7093 5.4533 6.1708 0.0135 0.018 0.0137
Si 8.1284 5.5033 6.2369 -0.0322 0.021 0.1107
Si -0.055 8.2787 6.2703 -0.0184 0.0273 0.103
Si 5.3898 8.1922 6.0471 0.1002 -0.0518 0.0414
Si 3.4493 1.9729 7.1805 0.01 -0.0214 0.0405
Si 10.0192 0.8666 7.4604 0.0084 -0.0115 0.0107
Si 1.7453 3.6732 7.3934 -0.0329 0.0271 0.1139
Si 6.212 4.559 7.385 0.0115 0.0096 0.0116
Si 4.6208 6.3327 7.2484 0.0051 -0.0174 0.011
As 9.283 7.1006 7.7098 0.0472 -0.0658 0.2167
Si 0.8655 10.1508 7.5349 -0.0165 -0.0015 0.0091
As 7.3157 8.9883 7.2562 0.1639 -0.128 -0.0118
O 4.6241 6.6682 8.862 -0.0306 0.0117 0.0188
O 1.4375 3.8792 9.0163 0.0425 -0.0443 -0.0956
O 10.4105 5.9963 8.8474 -0.2965 0.3131 -0.1473
O 1.2897 10.1252 9.1624 -0.0041 -0.002 -0.0303
O 6.027 4.2242 9.013 0.0094 -0.0047 -0.0218
O 3.6565 1.6919 8.783 0.0537 -0.0363 0.041
O 7.0365 8.9572 9.0752 -0.0068 0.0075 0.0497
O 9.6481 1.1222 9.0493 0.0051 0.001 -0.0038
O 8.2431 2.5195 22.7315 0.0005 -0.0036 0.0119
O 10.9816 5.5337 22.6432 0.002 -0.0013 0.0096
O 5.6186 0.0872 22.6386 0.0005 0.0041 0.007
O 5.2998 5.3908 22.6332 -0.0002 0.0014 0.0153
O 2.1676 2.7901 22.4775 0.0014 0.0005 0.0203
O 3.3239 7.8324 22.5154 -0.0007 -0.0005 0.0035
O 8.3843 8.7325 22.4122 -0.0026 -0.0018 0.0154
O -0.151 11.2115 22.7595 0.0016 -0.0001 0.0161
Si 2.2064 2.8376 12.8947 -0.0198 0.0214 -0.034
Si 8.6819 1.3349 10.3393 -0.028 -0.0075 0.033
Si 1.0803 4.4317 15.3152 0.0224 -0.0097 -0.0333
Si 7.6295 5.5767 12.132 0.0667 0.0622 -0.0967
Si 2.4153 8.1539 21.2102 0.0044 -0.0021 -0.0175
Si 5.4899 7.8299 12.4196 0.0286 0.0098 -0.0585
Si 9.3143 0.402 15.4892 0.0021 -0.0094 -0.0243
Si 2.941 -0.091 16.667 0.0118 0.004 -0.0227
Si 10.4875 1.0654 12.5743 0.0074 -0.0211 -0.0178
Si 7.7614 2.8078 21.2181 0.0011 -0.0038 -0.021
Si 9.1695 8.7262 14.4618 0.0008 -0.0092 -0.0292
Si 1.6178 4.6499 10.4472 -0.0789 0.0247 -0.0051
Si 4.4947 9.4356 19.1438 0.0035 -0.0022 -0.0153
Si 11.0688 6.0767 21.1115 0.004 -0.001 -0.0192
Si 6.6643 10.3887 14.8698 0.0195 -0.0109 -0.0227
Si 5.389 0.7091 21.1616 -0.0005 -0.0054 -0.0198
Si 2.3427 9.8041 10.3859 0.0114 -0.0068 0.0225
Si 0.438 10.6207 21.3855 0.0037 -0.0026 -0.0161
Si 5.8512 5.2454 21.1211 0.0013 0.0005 -0.0277
Si 3.679 7.0696 10.1054 -0.0421 -0.0362 0.0075
Si 9.0602 5.6383 14.8382 0.0032 0.0068 -0.0301
Si 3.6536 4.0744 19.0792 0.0057 0.0006 -0.0243
Si 10.0434 3.635 19.3103 0.002 -0.0034 -0.0218
Si 4.3088 8.6332 15.3461 0.0181 -0.003 -0.0353
Si 0.4837 1.8778 17.1633 -0.0073 -0.0017 -0.0211
Si 6.8167 7.5106 19.2435 0 -0.0018 -0.019
Si 5.29 3.5895 16.7552 -0.0038 0.0031 -0.0167
Si 7.8066 4.9882 17.5218 0.0042 -0.0028 -0.019
Si 6.6256 9.9666 10.2883 0.0285 -0.0615 -0.0291
Si 4.3631 1.0874 10.0895 0.0278 -0.0076 -0.0328
Si -0.0124 9.002 11.8883 -0.0039 -0.0601 -0.0903
Si 9.1073 8.6199 20.9382 0.0019 -0.0021 -0.0221
Si 4.6099 1.6031 14.6263 -0.0068 -0.0075 -0.023
Si 2.4514 2.075 21.0392 0.0016 -0.0056 -0.0189
Si 6.3267 3.3651 10.3683 0.0192 -0.0043 0.0019
Si 3.4457 5.8732 16.6884 0.0024 -0.0121 -0.0191
Si 10.1546 6.2897 10.4376 0.0207 -0.0779 -0.2195
O 0.1322 2.5865 18.5907 0.0037 -0.0021 0.0055
O 2.9776 9.6057 15.5605 0.0043 0.0022 0.0139
O 10.8632 4.7799 20.1447 0.0004 0.0012 0.0086
O 7.6091 2.4734 9.9346 0.0108 -0.0131 0.0175
O 11.1592 5.1827 11.1511 0.008 0.046 -0.0436
O 6.7468 6.8309 12.7119 0.0407 -0.0577 -0.034
O 10.4494 7.8877 10.7866 0.0659 0.0603 0.0735
O 7.7021 9.4002 14.0072 0.0063 0.0042 0.0185
O 8.6014 6.025 10.8938 -0.0793 -0.078 0.1294
O 5.3595 10.4451 20.078 0.0012 0.0026 0.0133
O 2.3706 3.5777 11.4399 0.0103 -0.0275 0.0414
O 7.9874 8.538 19.7496 0.0013 -0.0021 0.0089
O 6.2365 6.7176 20.5512 -0.0018 -0.0111 0.0121
O 5.5619 2.6709 15.4347 0.0035 0.0007 0.012
O 1.3078 0.9178 20.703 0.0004 -0.0039 0.0091
O 6.0305 9.1395 11.5773 -0.0377 -0.0396 0.0103
O 4.6524 4.9462 16.1047 -0.0058 0.0005 0.0139
O 6.6184 3.883 17.6596 -0.0007 -0.0036 0.0047
O 10.4658 10.5673 11.7795 0.0344 -0.0028 0.0216
O 5.6274 0.4389 14.0249 0.0021 0.0038 0.0049
O 8.0226 5.0517 15.9228 -0.0031 -0.0055 0.0157
O 9.787 9.7648 15.5723 0.0077 -0.0041 0.0102
O -0.3888 5.0745 15.1238 0.0154 -0.0086 0.0084
O 1.5674 6.8104 20.8049 0.0002 -0.0013 0.0065
O 1.5241 0.5899 17.1763 0.0052 -0.004 0.0051
O 6.5997 1.7408 20.7897 0.0025 -0.0021 0.0106
O 1.058 1.6616 12.7803 -0.0111 -0.0007 0.0052
O 3.2203 5.4648 18.2814 0.0085 -0.009 0.0094
O 9.5579 1.9633 11.577 -0.0116 -0.0222 -0.0268
O 1.0603 3.0627 16.2043 0.0094 0.0171 -0.0021
O 8.5905 5.1233 13.3698 -0.0322 0.018 -0.0203
O 10.2957 8.4988 13.2994 0.0008 0.006 0.0239
O 1.4556 9.3848 21.6693 0.0021 -0.0003 -0.0001
O 10.0846 9.9235 20.6123 -0.0004 -0.0036 0.0083
O 3.1929 0.2044 10.8589 0.023 0.0048 -0.0235
O 5.0962 2.3633 10.8363 -0.0049 -0.0388 -0.0324
O 1.7176 4.0272 13.8831 -0.0046 -0.0205 0.0361
O 7.8937 10.8925 10.7624 0.0256 0.047 -0.0212
O 9.1662 4.4477 18.2099 0.0048 -0.0049 0.0091
O 5.6857 9.4447 15.8013 -0.0198 -0.0235 0.0032
O 5.5079 0.0232 9.6539 -0.0876 0.0829 -0.0066
O 3.6311 2.2008 13.4453 -0.0044 0.0001 0.0093
O 2.0148 5.5977 15.9636 -0.009 -0.0259 -0.0061
O 9.7514 0.9851 14.0247 0.0131 -0.0004 -0.0062
O 4.4557 6.9621 11.517 0.0202 0.0202 0.009
O 4.7324 4.513 20.2087 0.0065 0.0035 0.0094
O 9.99 1.3035 16.6363 0.01 0.0011 0.0115
O 6.6558 4.3603 11.6241 0.0275 0.0359 0.0077
O 5.5961 8.367 18.5745 0.005 -0.0047 0.0116
O 9.0701 2.7182 20.2508 -0.0023 -0.0015 0.0088
O 3.6706 1.0948 15.8476 -0.0014 -0.0113 0.0184
O 4.2402 3.0563 17.9161 0.0004 0.0027 0.0118
O 9.9165 7.203 20.8874 0.0028 -0.0024 0.0074
O 3.3022 8.6281 9.8018 0.0008 -0.0299 0.0074
O 3.9539 7.3814 16.3367 0.004 0.0052 -0.0099
O 7.6841 0.4241 15.7129 0.0029 0.0025 0.0099
O 8.9643 7.2496 15.0705 0.0051 0.0031 0.0056
O 3.9358 1.4253 21.1248 0.0065 -0.0024 0.0069
O 1.6164 9.1532 11.7149 -0.0661 0.0164 -0.0055
O 2.4448 6.0285 10.1788 0.093 0.0517 -0.0096
O 7.3801 6.4374 18.1466 0.0014 0.0005 0.0088
O 7.2028 4.3358 21.1106 -0.0069 -0.0039 0.0063
O 4.6472 8.2214 13.7827 -0.0098 0.006 0.0393
O 3.3501 8.608 19.9654 -0.0034 -0.0056 0.0124
O 2.4916 3.23 19.8674 0.0007 -0.0024 0.006
O 3.7392 10.3015 17.9853 -0.0013 -0.0028 0.0042

Results
free energy: -139623.881 eV
free energy less fixed offsets of As -4856.12, O -568.88, Si -635.61 eV per atom: 1.429 eV

The program warned: the cutoff lies below the one the program advises for these potential files; the forces do not sum to zero within the program's tolerance; the exchange-correlation potential is rough where the density is thin.
